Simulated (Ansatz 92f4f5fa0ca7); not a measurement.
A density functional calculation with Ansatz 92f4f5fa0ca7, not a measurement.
Periodic cell of 122 atoms, Si78O44, from a study of silicon, its oxide and their interface. The atomic structure is a simulated model.

Settings: functional r2SCAN; potential files Ansatz norm-conserving; basis plane waves; wave-function cutoff 1300 eV; density cutoff ratio 4; exchange-correlation grid ratio 1; k mesh 2 x 2 x 1, shifted by 0.5 0.5 0.5 of a step; self-consistency stop 5e-08 eV per atom in the density residual; occupations Fermi-Dirac, 0.05 eV; spin none; net charge 0.

Cell vectors (angstrom)
a  10.88  0  0
b  0  10.88  0
c  0  0  18.1809

Atoms: element, x, y, z (angstrom)
Si  0.3095  -0.297  0.1128
Si  1.5414  4.3118  -0.6636
Si  -0.248  5.581  0.3491
Si  1.6507  8.6411  -0.3102
Si  4.4385  -0.9495  -0.6837
Si  7.7732  2.5977  0.3322
Si  6.29  5.2614  -0.3089
Si  8.7649  8.11  0.2554
Si  1.2552  1.5975  1.129
Si  3.7998  4.4827  1.3834
Si  1.2174  6.9691  1.5258
Si  4.8237  10.3241  1.5742
Si  6.4662  1.2357  1.8299
Si  9.3853  3.993  1.5455
Si  6.9991  6.9615  1.2725
Si  9.7032  9.6471  1.7182
Si  0.0321  2.7193  2.8169
Si  2.8046  0.2736  2.6683
Si  -0.0119  8.2284  3.0744
Si  2.6766  5.7341  2.9173
Si  5.2015  2.6532  3.1021
Si  8.1443  0.0363  2.9536
Si  5.5598  8.3299  2.6853
Si  8.0441  5.4939  2.8123
Si  1.4034  4.1134  4.2039
Si  3.9294  1.3178  4.4906
Si  1.4681  9.6705  4.1835
Si  4.1047  7.0675  4.1497
Si  6.6131  4.1896  4.2103
Si  9.5646  1.3755  4.2191
Si  6.7935  9.5256  4.3028
Si  9.3897  6.8173  4.2767
Si  0.018  0.0051  5.6294
Si  2.6643  2.7378  5.8072
Si  -0.0881  5.3786  5.4559
Si  2.7607  8.33  5.6008
Si  5.3975  0.0018  5.7613
Si  8.0368  2.6557  5.4723
Si  5.3213  5.627  5.5822
Si  8.0496  8.1672  5.7155
Si  1.2867  1.2906  7.1459
Si  4.1676  4.1604  7.0297
Si  1.2604  6.8226  6.6972
Si  4.109  9.4976  7.1734
Si  6.8379  1.3643  7.1018
Si  9.4377  3.9821  6.7884
Si  6.6251  6.8826  7.0937
Si  9.4461  9.5439  6.9977
Si  -0.2274  2.6018  8.3384
Si  2.5601  -0.2612  8.4721
Si  -0.266  7.8916  8.1215
Si  2.5555  5.484  8.0377
Si  6.194  3.3878  8.3285
Si  8.1728  -0.0996  8.5587
Si  5.2175  8.1187  8.721
Si  7.8363  5.1276  8.0045
Si  1.0201  4.3022  9.2744
Si  2.9011  0.4504  10.7029
Si  1.2458  8.9672  9.4674
Si  3.4323  6.8589  9.6684
Si  7.2324  2.9728  10.4137
Si  9.0772  1.6095  9.8383
Si  6.2561  9.3277  10.5491
Si  9.439  6.2043  9.3759
Si  6.4433  -0.9261  15.2364
Si  -4.493  7.5655  13.2755
Si  2.6572  4.8539  11.6641
Si  0.3035  5.5502  13.3837
Si  4.7247  16.5251  15.0659
Si  8.3883  -5.3358  12.0521
Si  5.6078  1.5211  11.3138
Si  0.2182  0.1575  11.4887
Si  2.0805  10.044  13.3502
Si  13.1224  -5.623  15.4234
Si  3.9585  11.6165  15.1838
Si  1.4342  -3.4296  15.0093
Si  4.5397  3.1821  13.6423
Si  8.7068  -0.075  16.8255
O  1.4531  2.7047  -0.1561
O  1.0155  -2.7029  -1.7678
O  3.2649  -2.0916  -0.6861
O  3.9327  2.9505  1.9693
O  -1.2169  6.8341  -0.3584
O  0.0704  6.9659  -3.9817
O  5.7042  -1.4847  -1.5801
O  3.9332  0.4574  -1.3912
O  8.2905  1.2977  -0.5524
O  10.3387  -0.0122  -1.3391
O  5.3025  4.8007  0.9063
O  7.1515  3.843  -0.6039
O  8.3168  9.2728  -0.8528
O  6.8969  8.7487  -3.915
O  1.9703  3.8796  10.565
O  1.4633  -5.092  12.2554
O  5.4799  2.1699  12.8047
O  4.0754  1.5864  10.7013
O  2.2581  7.8928  10.251
O  0.2666  9.6646  10.6058
O  3.7569  5.8529  10.9693
O  7.6641  9.6479  9.7393
O  5.9088  -0.0895  11.2581
O  7.5709  4.2548  11.4655
O  9.7274  0.9751  11.2686
O  6.1823  -2.6326  11.7983
O  10.7041  5.2739  9.8911
O  8.7467  6.5916  10.837
O  1.0628  4.5235  14.4134
O  2.942  4.7927  18.2257
O  -5.7929  6.9104  14.0461
O  5.5218  5.7672  16.5124
O  3.9159  2.3225  14.8817
O  7.7883  10.8541  15.475
O  2.1285  -2.3387  13.9687
O  3.0211  10.2596  11.9985
O  -1.1272  5.0475  12.8115
O  7.4873  -4.4966  13.1138
O  13.5107  -10.7617  14.5311
O  5.4243  4.3443  14.3353
O  0.565  -0.3128  13.018
O  -5.5818  0.0298  14.5648
O  3.4091  3.8996  12.7328
O  1.4301  1.1394  10.9632

Results
free energy: -29608.542 eV
free energy less fixed offsets of O -463.61, Si -117.95 eV per atom: -9.602 eV
pressure: -2.11 GPa
stress xx, yy, zz, yz, xz, xy (GPa, positive in tension): 1.27, 2.95, 2.12, -1.79, -0.48, -0.22

Forces (eV/angstrom), in the order of the atoms: element, x, y, z
Si  -0.3289  0.1461  -0.4094
Si  0.3915  -0.397  -0.0616
Si  -0.5816  0.7905  -0.4349
Si  0.3727  -0.4632  -0.6346
Si  0.0365  0.1133  0.0971
Si  -0.0753  -0.1592  -0.466
Si  -0.1287  -0.2052  0.006
Si  -0.1419  0.2476  -0.0621
Si  0.0641  0.0609  -0.4186
Si  0.1364  -0.0807  -0.1075
Si  0.0132  0.4474  0.0929
Si  -0.1781  0.1132  -0.079
Si  0.2677  -0.1559  -0.1097
Si  -0.3121  -0.081  0.2564
Si  0.3389  -0.0879  -0.4358
Si  0.0504  -0.0803  -0.12
Si  0.0232  0.184  -0.0504
Si  -0.2177  -0.1667  -0.0277
Si  0.2553  -0.0594  0.1274
Si  -0.2339  -0.0642  0.2532
Si  -0.4888  -0.2887  -0.0028
Si  0.1576  -0.0629  -0.041
Si  -0.1112  -0.0146  -0.1024
Si  0.1041  -0.0901  0.1763
Si  0.0987  -0.0532  -0.1383
Si  0.0504  0.0024  -0.0701
Si  0.0054  0.0778  -0.158
Si  0.004  -0.0005  0.0375
Si  0.1145  0.1591  0.0429
Si  -0.1385  -0.0061  0.1169
Si  0.2297  0.1189  0.1782
Si  -0.0785  -0.0877  -0.1125
Si  -0.0085  0.1413  -0.0599
Si  0.0049  0.052  0.0536
Si  0.0634  0.0098  0.0899
Si  0.0063  0.0031  0.0465
Si  0.0305  -0.1018  0.0314
Si  0.3822  0.0206  -0.0797
Si  0.1595  -0.0553  -0.0554
Si  -0.0585  0.1109  -0.072
Si  0.0003  -0.0267  -0.0327
Si  0.0892  -0.0321  0.2237
Si  -0.0603  0.0945  -0.42
Si  -0.1231  -0.1551  -0.177
Si  -0.0558  0.1574  0.0561
Si  0.1561  -0.1355  -0.2851
Si  -0.003  0.2303  0.0824
Si  0.1732  -0.0014  -0.23
Si  -0.144  0.1256  -0.0503
Si  -0.1675  0.2366  0.0985
Si  0.0263  -0.2436  0.1662
Si  -0.0306  0.0819  -0.0673
Si  -0.0651  0.1357  -0.5198
Si  -0.0271  -0.484  0.469
Si  0.0191  -0.1068  0.0989
Si  0.0898  0.0959  0.0244
Si  -0.1104  -0.1459  1.1528
Si  0.1318  0.4701  0.4002
Si  -0.5681  -0.6207  0.7536
Si  -0.2137  -0.1125  0.8963
Si  -0.424  0.3773  0.7063
Si  0.6827  -0.115  0.4587
Si  0.2136  0.1599  0.4782
Si  -0.0817  -0.1168  1.0411
Si  -0.1042  0.0552  -0.2512
Si  0.1008  0.0091  0.2513
Si  0.1112  -0.0825  -0.2599
Si  -0.2327  0.3697  0.0621
Si  0.6425  -0.4327  -0.3785
Si  0.0579  0.3884  0.0857
Si  -0.2275  -0.1841  0.4207
Si  0.2402  -0.1279  0.153
Si  0.2036  -0.0866  0.4703
Si  -0.1435  -0.2498  -0.3042
Si  0.0199  -0.0465  -0.1436
Si  -0.6695  0.9094  -0.2522
Si  0.45  -0.0252  0.333
Si  -0.1563  -0.0837  -0.1935
O  0.011  0.2872  0.388
O  0.1433  0.0652  0.3315
O  -0.3034  0.153  0.134
O  0.447  0.6599  0.1684
O  0.214  -0.4235  0.385
O  0.3663  -0.4907  -0.1771
O  -0.0976  0.1155  0.0147
O  0.0243  -0.3481  0.0059
O  -0.0029  0.1971  0.0042
O  0.0611  -0.1609  0.551
O  -0.1834  -0.1174  -0.0759
O  -0.2906  0.3213  0.2552
O  0.2021  -0.0773  0.2394
O  -0.1983  -0.0332  -0.0162
O  -0.2473  0.1467  -0.2604
O  0.0362  -0.2587  0.2277
O  -0.2308  0.0459  -0.0671
O  0.1226  -0.1165  0.1862
O  0.2166  0.3551  -0.8927
O  0.1994  0.3007  -0.1565
O  -0.1199  0.2677  -0.3737
O  -0.0423  0.4184  -0.568
O  0.1317  -0.4892  -0.3693
O  -0.0248  -0.6034  -0.6032
O  -0.2428  0.1886  -0.4589
O  0.0222  0.2075  -0.3134
O  0.0288  -0.0463  -0.6886
O  0.1014  -0.2652  -0.2017
O  0.3149  0.2094  0.0789
O  -0.0676  -0.3805  0.2194
O  -0.1486  -0.1984  0.2083
O  -0.0295  -0.0557  0.1546
O  0.0329  0.0518  -0.2676
O  0.1034  -0.0685  0.4254
O  -0.0748  -0.1817  0.1436
O  -0.2182  0.2897  -0.354
O  0.0761  0.057  -0.1212
O  0.0061  -0.0624  -0.2398
O  0.0661  -0.093  -0.1727
O  -0.2936  0.0734  -0.0752
O  -0.0278  0.084  -0.5737
O  -0.0555  -0.0886  0.2169
O  -0.0939  0.0507  0.0287
O  -0.0105  -0.3062  0.0467
